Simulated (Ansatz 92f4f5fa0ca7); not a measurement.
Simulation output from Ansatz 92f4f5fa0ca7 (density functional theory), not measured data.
Periodic cell of 254 atoms, Si144O106N4, from a study of silicon, its oxide and their interface. The atomic structure is a simulated model.
This geometry differs little from another in the collection (a relaxation step or a small displacement).

Settings
functional: r2SCAN
potential files: Ansatz PAW
basis: plane waves
wave-function cutoff: 800 eV
density cutoff ratio: 5
exchange-correlation grid ratio: 1
k mesh: 1 x 1 x 1, shifted by 0.5 0.5 0 of a step
self-consistency stop: 1e-10 eV per atom in the density residual
occupations: fixed
spin: none
net charge: 0

Cell vectors (angstrom)
a, 10.887, 0, 0
b, 0, 10.887, 0
c, 0, 0, 36.2444

Atoms and the computed forces on them: element, x, y, z (angstrom), force x, y, z (eV/angstrom)
Si, -0.5611, 0.5603, 0.0729, -0.0021, -0.0013, -0.0057
Si, 2.4125, 3.1555, 0.0001, -0.0002, 0.0007, -0.0035
Si, 0.067, 5.2681, -0.039, -0.0025, -0.0002, -0.0063
Si, 2.6731, 8.0831, 0.1708, 0.0017, -0.0008, -0.0043
Si, 5.6736, -0.1597, 0.0368, -0.0003, -0.0003, -0.0038
Si, 8.1405, 2.7017, 0.4485, 0, -0.0008, -0.0041
Si, 5.9283, 4.874, 0.0551, -0.0003, 0.0001, -0.0049
Si, 7.954, 8.5746, 0.0211, 0.0006, -0.0008, -0.0031
Si, 1.2465, 1.5296, 1.2897, -0.0013, 0.0005, 0.0005
Si, 4.0953, 4.0946, 1.3796, -0.0007, 0.0002, 0.0018
Si, 1.2587, 6.7553, 1.412, -0.0023, -0.0017, 0
Si, 4.0319, 9.5923, 1.328, -0.0001, 0.0003, -0.0005
Si, 6.7194, 1.2887, 1.5744, -0.0015, -0.0008, -0.0006
Si, 9.565, 4.156, 1.5173, -0.0009, -0.0003, -0.0014
Si, 6.8468, 6.7933, 1.1942, -0.0002, 0, -0.0008
Si, 9.4248, 9.7094, 1.4245, -0.0021, 0.0006, -0.0008
Si, 0.0166, 2.7834, 2.8445, -0.0001, -0.001, 0.0008
Si, 2.6392, 0.0948, 2.6369, -0.0018, -0.0006, 0.0003
Si, -0.0689, 8.2402, 2.6842, -0.001, 0.0001, -0.0006
Si, 2.7257, 5.4619, 2.7562, -0.0018, -0.001, -0.0004
Si, 5.3283, 2.6935, 2.8044, -0.0014, 0.0013, 0.0003
Si, 8.1141, 0.0136, 2.9221, 0.0008, -0.0006, 0.0017
Si, 5.4206, 8.1369, 2.6255, -0.0006, -0.0014, -0.0006
Si, 8.1569, 5.5571, 2.7353, -0.0026, 0.0001, 0.0002
Si, 1.4038, 4.1098, 4.1606, 0, -0.0004, 0.0009
Si, 3.9888, 1.3449, 4.128, -0.002, -0.0001, -0.0006
Si, 1.3234, 9.5812, 4.029, -0.0006, -0.0001, -0.0004
Si, 4.0822, 6.8407, 4.0744, -0.0009, -0.0012, -0.0002
Si, 6.7739, 4.1178, 4.0428, -0.0008, -0.0007, -0.0011
Si, 9.516, 1.4083, 4.1698, -0.0025, 0.0005, 0.0007
Si, 6.7415, 9.4591, 4.1127, -0.001, -0.0008, -0.0005
Si, 9.5001, 6.8832, 4.1075, -0.002, -0.0005, -0.0004
Si, -0.0145, 0.0133, 5.4758, -0.0019, -0.0003, -0.0004
Si, 2.7104, 2.7183, 5.5194, -0.0022, -0.0006, 0.0005
Si, -0.005, 5.4972, 5.4379, -0.0026, -0.001, -0.0002
Si, 2.699, 8.2109, 5.3937, -0.0016, -0.0001, -0.0004
Si, 5.3881, -0.0316, 5.4388, -0.0006, -0.0003, -0.0002
Si, 8.1293, 2.7781, 5.4527, -0.0002, -0.0004, -0.0001
Si, 5.4316, 5.4465, 5.4384, -0.002, -0.0004, -0.0002
Si, 8.1258, 8.1711, 5.4972, 0.0004, -0.0008, -0.0002
Si, 1.3497, 1.3554, 6.8489, -0.0021, -0.0001, -0.0001
Si, 4.1035, 4.0756, 6.8303, -0.001, 0, -0.0006
Si, 1.3659, 6.843, 6.7833, -0.0021, -0.0009, -0.0006
Si, 4.0401, 9.5204, 6.8073, 0, -0.0001, -0.0003
Si, 6.7776, 1.3567, 6.7677, -0.001, -0.0002, -0.0002
Si, 9.5318, 4.1085, 6.7933, -0.0018, 0.0002, -0.0004
Si, 6.794, 6.7755, 6.8254, -0.0024, -0.0003, -0.0009
Si, 9.4999, 9.5353, 6.8311, -0.0008, -0.0005, -0.0004
Si, -0.0021, 2.7418, 8.1691, -0.0022, -0.0004, -0.0001
Si, 2.7092, -0.0131, 8.1917, -0.0022, -0.0007, 0.0006
Si, 0.0189, 8.1912, 8.1639, -0.0012, -0.0004, -0.0001
Si, 2.7036, 5.4383, 8.1377, -0.0018, -0.0002, -0.0006
Si, 5.454, 2.6836, 8.1772, -0.0019, -0.0009, -0.0003
Si, 8.1295, 0.0211, 8.1638, -0.0004, 0.0001, 0.0002
Si, 5.3834, 8.1214, 8.1358, -0.0008, -0.0006, -0.0002
Si, 8.2028, 5.4486, 8.1702, -0.0002, -0.0001, -0.0002
Si, 1.3887, 4.0752, 9.5423, -0.0008, -0.001, 0
Si, 4.0744, 1.3259, 9.549, -0.0017, 0.0008, -0.0011
Si, 1.3489, 9.5436, 9.5694, -0.003, -0.0002, -0.0003
Si, 4.0145, 6.786, 9.5219, -0.0002, -0.0001, 0.0004
Si, 6.8515, 4.0558, 9.4822, -0.0015, -0.0004, -0.0006
Si, 9.5519, 1.3566, 9.5092, 0.001, -0.0008, 0.0001
Si, 6.7387, 9.4881, 9.4541, 0.0009, 0.0009, -0.0009
Si, 9.6238, 6.775, 9.5188, -0.0021, -0.0007, 0.0004
Si, 0.0286, 0.0485, 10.9427, -0.0001, 0.0004, -0.0002
Si, 2.7202, 2.688, 10.9201, -0.0023, -0.0003, -0.0008
Si, 0.1251, 5.4591, 10.9674, 0.0005, -0.0001, 0
Si, 2.633, 8.1141, 10.9292, -0.0024, 0.001, -0.0008
Si, 5.357, -0.126, 10.8841, -0.0015, -0.0009, 0.0009
Si, 8.2516, 2.7452, 10.8453, -0.0018, -0.0007, 0.0005
Si, 5.4167, 5.3835, 10.7688, -0.0008, -0.0018, -0.0002
Si, 8.1951, 8.1637, 10.7166, -0.0009, 0.001, -0.0008
Si, 1.3862, 1.4021, 12.4086, -0.001, -0.0007, -0.0008
Si, 4.1399, 4.0293, 12.2125, -0.0003, 0.0002, 0.0008
Si, 1.4116, 6.8089, 12.4931, -0.0013, -0.0009, -0.0001
Si, 3.9106, 9.4234, 12.3445, 0.0004, -0.0001, 0.0006
Si, 6.8584, 1.2686, 11.9851, -0.0022, -0.002, -0.002
Si, 9.6697, 4.0666, 12.2632, 0.0006, -0.0005, 0.0005
Si, 6.8372, 6.7602, 11.9639, 0.0011, -0.0011, -0.0017
Si, 9.5093, 9.4815, 12.1296, 0, -0.0013, -0.0007
Si, 0.1242, 2.866, 13.8533, 0.0009, -0.0009, 0.0025
Si, 2.4691, -0.146, 13.8607, -0.001, 0.0008, 0.0006
Si, -0.2891, 8.128, 13.6983, -0.0005, -0.0023, -0.0047
Si, 3.0481, 5.438, 13.7709, -0.0002, 0.0019, -0.0001
Si, 5.4863, 2.4788, 13.3483, 0.0004, 0.0001, -0.0002
Si, 8.2082, 0.0359, 13.3999, -0.0006, 0.0021, -0.0001
Si, 5.5333, 8.0511, 13.3825, -0.0014, 0.001, 0.0003
Si, 8.1358, 5.4058, 13.3632, -0.0031, -0.0007, -0.0014
Si, 1.5185, 4.4518, 15.217, -0.0005, 0.0023, 0.0059
Si, 4.3924, 0.9139, 14.7161, -0.0037, -0.0013, 0.0068
Si, 0.463, 9.7349, 15.2458, 0, -0.0034, 0.0069
Si, 5.0598, 6.2898, 14.9175, 0.0034, -0.0004, 0.0043
Si, 6.9932, 3.7731, 14.5576, -0.0024, -0.0016, 0.003
Si, 9.4005, 1.4301, 14.8598, -0.001, -0.0017, 0.0064
Si, 6.7971, 9.5379, 14.6283, 0.0015, 0.0075, 0.0134
Si, 8.8006, 7.0418, 14.9306, -0.0062, -0.0029, 0.0084
Si, 9.4541, -9.1743, 26.9212, 0.0022, -0.0011, -0.0001
Si, 10.4939, -4.4618, 28.5113, -0.0003, -0.0011, -0.0077
Si, 3.2403, 2.0398, 28.5608, 0.0003, 0.0004, -0.0049
Si, -8.8767, 18.8662, 27.2749, 0.005, -0.0009, 0.0004
Si, 12.2332, -3.7924, 16.8193, -0.0035, -0.0008, 0.0069
Si, 7.9072, 13.5, 17.1653, -0.0001, 0.0008, 0.002
Si, 4.7595, 7.7434, 28.5702, 0.0021, 0.0033, -0.0043
Si, 18.179, -6.9352, 26.2681, 0.0002, -0.0002, 0.0005
Si, 3.2174, 13.5368, 17.1454, -0.0005, -0.0011, 0.0062
Si, 4.4269, 7.0344, 17.6962, 0.0002, -0.0003, 0.0089
Si, 28.4712, 4.5402, 21.5913, 0.0011, -0.0008, 0.0064
Si, 24.8351, -0.0367, 21.4988, -0.0016, 0.0009, 0.007
Si, 6.0535, 0.3762, 16.9637, -0.0056, 0.0005, 0.007
Si, 13.318, -4.9533, 20.5922, 0.0011, -0.0002, 0.0067
Si, 22.0907, 4.8932, 24.696, -0.0002, 0.0008, 0.0021
Si, -3.0786, -2.0434, 24.417, -0.0012, 0, 0.0038
Si, 17.1221, -33.9791, 30.6815, 0.0015, 0.0015, -0.0056
Si, 16.0665, 16.3139, 30.3341, 0.0006, -0.0009, -0.0067
Si, 2.8961, 6.4078, 24.6912, 0.0026, -0.0022, 0.0017
Si, 8.599, 19.1095, 19.3192, -0.0018, -0.001, 0.0069
Si, 28.39, -3.7173, 32.4943, -0.0004, 0.0013, -0.0078
Si, 11.4962, 1.3349, 22.2549, 0.0008, 0.0009, 0.0061
Si, 26.4071, 4.405, 19.2846, 0.0004, 0.0002, 0.0072
Si, 3.8298, 7.8747, 22.3776, 0.0007, -0.002, 0.0052
Si, -1.3841, -10.2658, 24.1899, 0.0007, -0.0003, 0.0048
Si, 2.9156, 1.6091, 23.9399, 0.0034, 0.0007, 0.002
Si, -11.0568, 17.2144, 19.4716, 0.0012, -0.0001, 0.0051
Si, 7.3564, -10.5596, 28.5089, 0.0017, -0.0001, -0.0025
Si, 12.8706, -1.7395, 31.6174, -0.0003, 0, -0.0068
Si, 3.4683, 11.2452, 18.7527, -0.0013, -0.0015, 0.0074
Si, -5.2082, 9.5291, 26.3875, -0.0009, 0.0015, 0.0017
Si, 9.3659, 3.1344, 22.6691, 0.0026, -0.0002, 0.0055
Si, -6.5077, 6.4186, 34.3463, -0.0022, 0.0008, -0.0084
Si, 4.9558, 4.0591, 24.2501, -0.0008, -0.0013, 0.0033
Si, -1.8713, -0.1298, 17.4062, 0.0018, -0.0002, 0.0029
Si, 14.7418, -10.2871, 31.2411, 0.0001, 0.0003, -0.0078
Si, 0.0448, 7.13, 31.3214, -0.0004, -0.0002, -0.007
Si, -19.0129, -15.4671, 31.9648, -0.0003, -0.0009, -0.0075
Si, -1.6197, -3.9494, 33.9962, 0.0002, 0, -0.0094
Si, -1.93, 6.4923, 26.0551, -0.0003, 0.0009, 0.0006
Si, 27.7198, -7.8039, 28.7237, 0.0006, -0.0005, -0.0029
Si, 12.2452, -0.8315, 34.5264, -0.0003, -0.0025, -0.0103
Si, 8.588, -5.2682, 17.7703, -0.0005, 0.0004, 0.0077
Si, 11.65, -7.2314, 27.5246, -0.0005, 0.0003, -0.0003
Si, 14.1664, -13.1232, 19.6517, 0, 0.0004, 0.0076
Si, 3.6972, -20.6086, 34.3448, -0.0005, -0.0005, -0.0112
Si, 6.9545, -3.2362, 21.7204, -0.0011, -0.0013, 0.0053
Si, 13.6941, -0.1487, 26.4634, 0.0039, 0.0015, -0.0009
O, -5.7895, 6.2082, 28.916, 0.0007, -0.0012, 0.0054
O, -0.0102, -0.0777, 34.9112, -0.0026, -0.0002, 0.0088
O, 5.3497, -3.5057, 33.4827, -0.0014, -0.0009, 0.0064
O, 10.2351, 4.1661, 23.6026, 0.0002, -0.0002, -0.0015
O, 15.0505, 5.3902, 24.7384, 0.002, -0.0016, -0.0002
O, -12.6434, -4.3459, 27.6587, 0.0048, 0.0001, 0.001
O, 3.8063, 7.2187, 35.6124, -0.0005, -0.0016, 0.0066
O, 8.822, -21.1399, 27.9357, 0.001, 0.0011, 0.0042
O, 3.7045, -9.6721, 32.7319, -0.0013, 0.0009, 0.0101
O, 6.7733, -1.2723, 35.7539, -0.0012, 0.0001, 0.0001
O, 10.0925, -5.0454, 34.8976, 0.0014, -0.0027, 0.0036
O, 5.5238, -2.747, 27.2051, 0.0038, 0.0026, 0.0065
O, 3.1723, 8.0076, 28.4056, 0.0041, -0.0011, 0.0036
O, -2.9269, 7.0195, 18.384, -0.0001, -0.0016, -0.009
O, 3.1335, -5.0085, 33.4738, 0.0022, 0.001, 0.0033
O, 2.1099, 14.5469, 16.5426, -0.0013, 0, -0.0028
O, 1.0815, 8.6255, 16.3139, 0.0005, -0.0006, -0.0014
O, 4.9916, 5.7736, 18.522, -0.0005, 0.0018, -0.0036
O, 3.212, 17.3178, 21.906, -0.0039, -0.0008, -0.006
O, 2.63, 10.9708, 34.8843, -0.0013, 0.0005, 0.0043
O, 3.2278, 4.6319, 20.0859, 0.0006, -0.0004, -0.0026
O, 4.8522, 10.9495, 17.9902, 0.0058, 0.0002, -0.0056
O, 22.6063, 5.6581, 20.568, 0.0002, -0.0002, -0.0024
O, 4.5926, 8.28, 18.7383, 0.0016, -0.0022, -0.0033
O, 7.8044, 15.0571, 17.692, 0.0007, 0, -0.0008
O, 6.74, -9.1663, 29.0527, 0.0003, 0.0002, 0.001
O, 34.7838, -7.7292, 28.2342, 0.0029, 0.0017, 0.002
O, 2.5403, 1.4564, 18.0194, 0.0004, 0.002, -0.0051
N, 5.6146, 10.7204, 15.3909, 0.0029, -0.0063, -0.0129
O, 8.5167, -11.5116, 24.2339, 0.0024, 0.0008, -0.0034
O, 24.3601, 20.7604, 18.8495, -0.0003, 0.001, -0.0025
O, 14.7453, 11.6075, 20.2937, 0.0004, -0.0004, -0.0034
O, 5.252, -13.1133, 29.7895, 0.0009, 0.0008, -0.0006
O, -3.4444, -0.4684, 17.0757, -0.0054, -0.002, -0.0034
N, 10.0806, -0.0184, 15.9808, -0.0006, 0.0002, -0.009
O, -4.9368, 15.8047, 15.2831, -0.0016, -0.0008, -0.002
O, 21.2425, -4.7908, 25.3634, -0.0005, 0.0001, 0.0003
O, 13.9062, 7.9167, 31.8543, 0.0002, -0.0029, 0.0075
O, 1.5046, 0.4349, 21.2616, 0.0029, -0.0013, -0.0021
O, 3.5514, 0.4623, 22.9588, 0.0058, -0.0013, -0.0036
O, 0.8964, 5.8808, 15.8084, 0.0006, 0.0006, -0.0019
O, 7.8029, 8.3233, 15.2993, -0.0022, 0.0004, -0.0032
O, 29.2389, -13.2227, 20.4528, 0.0009, -0.0003, -0.0058
O, -5.4632, -13.8922, 22.1681, 0.0004, -0.0007, -0.0049
O, 13.3012, 0.9107, 25.3082, 0.0043, -0.0014, 0.0012
O, 14.8922, 1.9471, 15.9383, 0.0011, -0.0042, -0.0079
O, 9.8429, 7.5259, 20.1279, -0.0015, -0.0011, -0.0007
O, 10.577, 13.3682, 27.7635, 0.0054, -0.0021, -0.0006
O, 17.333, 1.9203, 17.3147, 0.0019, -0.0016, -0.0011
O, 19.0042, 3.7838, 21.8673, 0.0003, -0.0004, -0.0024
O, -1.8516, 6.1182, 16.286, 0, 0.0021, -0.0093
O, -1.132, -5.692, 18.8306, -0.0014, 0.0013, -0.0032
O, 13.6385, -0.537, 30.9, -0.001, -0.0008, 0.0045
O, 6.239, 6.1205, 31.3272, 0.0013, 0.0028, 0.0048
O, -6.6009, 14.217, 18.1443, -0.0021, -0.0015, -0.0031
N, 19.1043, 2.6878, 15.477, -0.0035, -0.0007, -0.0077
N, 14.2035, -1.7388, 21.3176, 0.0015, -0.0002, -0.006
O, 19.8282, 12.3789, 17.8441, -0.001, 0.0005, -0.0047
O, 30.5342, -8.9398, 23.605, 0, 0.001, -0.0016
O, -5.1898, -17.4022, 22.8479, 0.0033, -0.0008, -0.0042
O, 8.3922, 2.7708, 26.3027, 0.0026, 0.0001, 0.0029
O, 13.4047, -3.6434, 19.6514, -0.0008, -0.001, -0.0065
O, 14.5811, -5.4207, 30.9651, -0.0018, 0.0028, 0.0041
O, -1.6642, 20.4373, 18.5307, -0.0015, 0.0022, -0.0043
O, -19.3178, 6.8753, 26.1746, -0.0007, 0.0004, 0.0013
O, 7.8435, -4.3821, 33.3291, 0.001, -0.0008, 0.0049
O, 21.3056, 2.3918, 21.6476, 0.0013, 0.0004, -0.0001
O, 18.7575, 5.3505, 25.7077, 0.0018, 0.0009, 0.0001
O, 2.9118, 6.8648, 17.1222, -0.0014, -0.0015, -0.0021
O, -2.3463, -13.8258, 25.5353, 0, -0.0021, 0.0004
O, 5.8657, -6.8717, 20.2774, -0.0011, -0.0007, -0.0033
O, 22.2725, -14.7972, 18.1625, 0.0036, 0.0016, -0.0074
O, 11.1849, 4.986, 28.2968, -0.0038, 0.0018, -0.0002
O, 12.7127, -1.4322, 26.6105, 0.0026, -0.0001, 0.0017
O, 4.2594, -11.5882, 26.0739, 0.0015, 0, 0.0008
O, 6.5044, -11.1799, 27.2793, 0.0038, 0.0011, 0.0028
O, 1.5611, -2.1899, 35.3708, -0.0012, -0.0008, 0.0032
O, 1.269, 4.2364, 35.7179, -0.0003, 0.0006, 0.0003
O, -4.819, 3.5759, 25.3066, 0.0015, 0.0006, 0.0003
O, -0.8206, -4.2784, 30.0662, -0.0001, 0.0008, 0.0035
O, -3.0623, -13.7334, 23.0233, -0.0006, -0.0005, -0.0043
O, 5.3329, -0.0744, 31.2088, -0.0006, -0.0001, 0.0038
O, 1.3511, 9.7246, 32.9741, 0.0002, 0.0014, 0.005
O, 14.4453, -9.1345, 30.1351, 0.0003, -0.0019, 0.0053
O, 16.1193, 7.1665, 16.3099, 0.0006, -0.0011, -0.0055
O, -0.7383, -3.5138, 32.7094, -0.0029, -0.0008, 0.0064
O, 12.5161, 16.485, 24.0423, 0.0012, 0, -0.0003
O, -7.5459, 7.8037, 23.927, 0.0019, 0.0001, -0.0044
O, 6.7898, 4.0895, 27.7904, 0.0003, -0.0002, 0.0026
O, 7.0804, -7.1453, 35.9313, -0.0003, 0, -0.0012
O, -0.1657, 0.2667, 23.1952, 0.0009, 0.0017, -0.0002
O, 11.7218, -17.8544, 25.9096, 0, -0.0002, 0.0005
O, 7.1063, 6.0868, 21.3521, 0.0009, -0.0005, -0.0002
O, 10.0854, 0.9263, 25.6634, -0.0016, -0.0028, -0.0002
O, 16.0045, 0.6925, 34.9811, 0.0001, -0.0012, 0.0029
O, 6.9028, -2.2492, 31.8359, 0.0005, -0.0032, 0.0049
O, 22.4975, -2.363, 30.8238, 0.0004, 0.0006, 0.0018
O, 3.9418, 2.8136, 24.1441, 0.0032, -0.0014, 0.0001
O, 18.2988, 10.1755, 29.7454, -0.0005, -0.0005, 0.0037
O, 17.2134, -12.5978, 24.9586, 0.0017, -0.0007, 0.0012
O, 11.5212, -14.2144, 27.991, -0.001, -0.0036, 0.0044
O, 12.0986, -4.8538, 31.6224, 0.001, 0.0001, 0.0023
O, 3.1951, -8.2947, 34.9129, -0.0015, 0.0016, 0.0036
O, -8.0491, 11.5226, 27.8748, -0.0002, 0.0005, 0
O, -9.2682, 2.2146, 23.1819, 0.0016, -0.0004, -0.0017
O, 16.5112, -6.9869, 30.0778, 0.0003, 0.0014, 0.003
O, 9.1738, 1.671, 35.8718, 0.0004, -0.0012, 0.0045
O, 8.8905, -13.6017, 34.9749, -0.0022, 0.0018, 0.0044
O, 5.2702, -16.5985, 34.8373, 0.0013, -0.0031, 0.0074
O, 4.6006, -19.1235, 27.9351, 0.0012, -0.0007, 0.0016

Results
free energy: -154109.217 eV
free energy less fixed offsets of N -386.36, O -570.45, Si -639.56 eV per atom: 0.563 eV

The program warned: the cutoff lies below the one the program advises for these potential files; the forces do not sum to zero within the program's tolerance; empty levels may hold ghost states of the PAW files; the exchange-correlation potential is rough where the density is thin.
